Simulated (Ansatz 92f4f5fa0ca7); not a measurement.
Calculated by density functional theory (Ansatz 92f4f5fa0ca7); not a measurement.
Periodic cell of 226 atoms, Si133O92As1, from a study of silicon, its oxide and their interface. The atomic structure is a simulated model.
Doubt: the cutoff is far below the 930 eV that the study's wrapper takes by default for these files, so forces and energies are approximate.

Settings
functional: PBE
potential files: Ansatz PAW
basis: plane waves
wave-function cutoff: 580 eV
density cutoff ratio: 5
exchange-correlation grid ratio: 1
k mesh: 1 x 1 x 1, Gamma-centred
self-consistency stop: 5e-08 eV per atom in the density residual
occupations: fixed
spin: none
net charge: +1 e, with a uniform compensating background and no finite-size correction

Cell vectors (angstrom)
a 10.938 0 0
b 0 10.938 0
c 0 0 31.9494

Atoms: element, x, y, z (angstrom)
Si 10.6216 0.0034 24.4125
Si 5.0774 0.1321 24.6633
Si 2.8152 2.2994 24.5361
Si 8.5765 2.44 24.5504
Si 10.7127 5.5958 24.3336
Si 5.151 5.6217 24.4388
Si 2.9889 7.9603 24.3988
Si 8.414 7.8394 24.42
Si 1.2866 1.1237 25.835
Si 6.8338 1.3208 25.7346
Si 3.9686 4.0305 25.7292
Si 9.7061 4.0103 25.846
Si 1.3422 6.8028 25.6675
Si 6.7863 6.7347 25.7427
Si 3.9963 9.4708 25.9509
Si 9.4852 9.4448 25.802
Si 2.6319 -0.1345 27.2971
Si 8.1477 -0.0735 27.1503
Si 0.1005 2.6582 27.2155
Si 5.4267 2.6935 27.0774
Si 2.6568 5.4265 27.1159
Si 8.2216 5.4052 27.099
Si 0.0167 8.156 27.1305
Si 5.5152 8.1612 27.1825
Si 4.0896 1.3321 28.5081
Si 9.5564 1.3115 28.4894
Si 1.4013 4.0728 28.5785
As 6.8156 4.0651 28.5692
Si 4.0781 6.7847 28.4697
Si 9.57 6.789 28.4886
Si 1.2822 9.4715 28.6551
Si 6.8302 9.5414 28.573
Si -0.0459 -0.019 29.94
Si 5.457 -0.0174 29.8994
Si 2.7696 2.7237 29.9046
Si 8.2551 2.6584 29.9544
Si -0.0069 5.4427 29.8927
Si 5.4072 5.5083 29.9605
Si 2.7421 8.1463 29.9178
Si 8.2273 8.1873 29.8833
Si 1.3727 1.3758 31.2577
Si 6.809 1.3612 31.2805
Si 4.1088 4.0658 31.2982
Si 9.567 4.1122 31.2817
Si 1.3605 6.8112 31.2793
Si 6.8542 6.8586 31.2682
Si 4.0915 9.5633 31.2706
Si 9.5507 9.547 31.2966
Si 2.7391 0.0176 0.6834
Si 8.2017 0.0157 0.6795
Si 0.0164 2.7516 0.6913
Si 5.4901 2.7523 0.7309
Si 2.7414 5.4641 0.6868
Si 8.2066 5.4952 0.6965
Si 0.0152 8.2119 0.711
Si 5.4809 8.2291 0.6997
Si 4.1007 1.3825 2.0765
Si 9.6025 1.3564 2.0392
Si 1.3606 4.1479 2.0696
Si 6.8478 4.1572 2.0692
Si 4.094 6.8515 2.0438
Si 9.5834 6.8484 2.0813
Si 1.3762 9.6199 2.0653
Si 6.8409 9.6346 2.0602
Si 0.0275 0.0356 3.4833
Si 5.4788 0.0383 3.47
Si 2.7053 2.7707 3.4084
Si 8.2679 2.7818 3.3297
Si 0.029 5.5184 3.4982
Si 5.4656 5.5338 3.4372
Si 2.7315 8.2386 3.3956
Si 8.2432 8.3 3.3874
Si 1.3685 1.4535 4.8466
Si 6.9111 1.4789 4.7266
Si 4.0557 4.154 4.7612
Si 9.5978 4.0756 4.7884
Si 1.3637 6.9741 4.8473
Si 6.8382 6.9905 4.7337
Si 4.0893 9.569 4.7923
Si 9.6207 9.5769 4.8441
Si 2.7584 0.0373 6.1342
Si 8.2969 0.1235 6.0902
Si 0.0159 2.7945 6.3097
Si 5.5129 2.8394 6.0681
Si 2.7547 5.5937 6.1411
Si 8.2525 5.5967 5.9597
Si 0.0467 8.3044 6.3736
Si 5.4977 8.3018 6.223
Si 4.4257 1.1792 7.3193
Si 9.8106 1.1454 7.6254
Si 1.1794 4.4961 7.4999
Si 6.6414 4.5395 7.2458
Si 4.3268 6.7022 7.5385
Si 9.7292 6.6071 7.5026
Si 1.2807 9.9383 7.6947
Si 6.7223 9.9641 7.4003
O 9.5914 1.2464 23.9574
O 4.1064 6.8149 23.9232
O 4.0305 1.271 24.0437
O 9.52 6.6917 23.908
O -0.029 5.5342 8.0126
O 5.5745 0.1252 7.9052
O 0.0701 0.0825 8.1463
O 5.5363 5.6089 7.8831
O 7.5929 3.9371 8.4298
O 8.7312 7.035 8.7693
O 2.1802 9.4532 9.0327
O 8.894 1.6632 8.9308
O 7.6191 9.4597 8.6948
O 3.6035 1.8082 8.5925
O 3.5833 7.2167 8.9437
O 2.064 3.9995 8.8128
O 8.1401 3.501 23.3563
O 0.4553 4.9482 22.9467
O 1.9038 2.7557 23.2429
O 5.8263 4.913 23.1082
O 5.5265 10.0138 23.487
O 2.4466 8.7026 23.017
O 0.189 10.0748 23.0768
O 7.7879 8.5848 23.0756
Si 8.659 7.703 18.4363
Si 8.7843 6.3587 13.6276
Si 3.7909 1.5404 14.7359
Si 2.1373 5.756 17.6219
Si 2.4197 3.1526 19.4873
Si 9.8126 9.0322 12.0775
Si 1.333 9.4298 22.0711
Si 9.1687 0.9651 13.1961
Si 1.4208 5.0539 13.021
Si 1.7927 8.2541 12.8138
Si 6.6557 9.5641 22.4214
Si 4.5263 4.6025 15.705
Si 8.2076 3.0059 9.5865
Si 0.8413 8.256 19.2556
Si 6.9574 1.3566 21.0841
Si 8.228 8.3079 9.6718
Si 10.8914 5.2068 15.6015
Si 7.5671 9.5015 16.3158
Si 9.9362 2.0708 20.2951
Si 3.2168 8.508 9.9118
Si 6.6969 3.3539 17.4038
Si 1.1685 0.2199 19.7981
Si 3.2316 2.8127 12.298
Si 7.218 5.3994 19.6799
Si 5.7473 8.6656 11.5424
Si 5.7846 6.0677 13.1947
Si 4.6319 9.7095 17.6231
Si 1.027 3.611 22.1717
Si 4.901 1.4907 18.7947
Si 3.1933 3.0685 9.5171
Si 6.4471 10.8191 13.7888
Si 10.3464 0.1192 15.9719
Si 5.6609 3.6458 11.1564
Si 9.8393 3.8974 11.9021
Si 2.3397 9.9238 15.5451
Si 6.0774 8.1281 19.7979
Si 6.9354 3.9778 22.3697
Si 9.7575 2.7828 17.363
O 7.1939 6.3747 13.9694
O 1.8823 7.0686 18.6691
O 10.2953 4.0386 16.5215
O 6.1641 9.9606 17.0512
O 10.1415 0.7036 14.4686
O 8.4468 6.1212 18.8537
O 5.1658 0.6842 14.4304
O 5.7213 2.0592 17.5138
O 8.3517 1.9565 20.5474
O 1.9924 4.3092 18.4011
O 6.9649 2.7902 10.647
O 4.8676 2.7013 12.2238
O 6.0302 4.3982 16.3409
O 4.5626 3.9028 9.9387
O 10.6941 2.789 21.5516
O 9.7227 6.1595 14.9623
O 6.0084 6.4923 19.835
O 4.0836 0.1772 18.2772
O 9.2562 10.5543 12.2723
O 2.8525 4.3587 12.6972
O 1.9157 10.7117 21.2037
O 3.9972 2.7303 19.3748
O 0.7258 10.0432 15.9608
O 1.2743 9.8142 18.8298
O 1.715 1.6742 19.2675
O 8.9367 10.394 16.5005
O 4.8719 8.5892 18.7931
O 9.5728 8.7544 10.4851
O 6.745 4.0924 18.8519
O 2.8341 1.7231 13.412
O 5.8328 8.7752 21.2637
O 2.5405 2.4354 10.8766
O 7.6171 4.8557 21.1677
O 5.2082 7.4732 12.5496
O 0.4305 9.0675 12.4969
O 7.576 1.0579 13.5726
O 7.1081 9.6358 14.7437
O 8.9767 5.0329 12.69
O 8.0919 8.0387 16.9074
O 6.2179 2.5768 21.8977
O 2.4541 9.0664 14.1101
O 0.4228 4.4875 11.8593
O 0.817 8.3253 20.9276
O 9.3849 3.8239 10.3468
O 9.6532 2.3867 12.5346
O 7.6215 8.5685 19.3879
O 2.5536 8.17 11.3673
O 3.9775 3.059 15.378
O 0.8359 4.4881 14.4337
O 10.0566 3.0086 18.9536
O 9.1417 7.8058 12.9438
O 10.5169 0.5493 20.0762
O 6.0301 5.0348 11.931
O 8.1572 2.7537 17.0113
O 3.5354 5.4847 16.7232
O 4.6683 9.1282 10.3826
O 1.5289 6.6747 13.1768
O 4.7575 5.4872 14.3373
O 2.0554 3.8616 20.9198
O 10.5487 1.4131 16.949
O 0.9485 6.0772 16.5461
O 7.3471 10.9546 21.9214
O 5.9378 0.9208 19.9087
O 6.0644 10.0243 12.4054
O 2.8437 0.5462 15.6042
O 7.054 8.0108 10.7785
O 10.2443 8.0236 18.6836
O 3.443 9.1997 16.5781

Results
free energy: -141733.997 eV
free energy less fixed offsets of As -4856.12, O -568.88, Si -635.61 eV per atom: -4.787 eV

Forces (eV/angstrom), in the order of the atoms: element, x, y, z
Si 0.0412 -0.0344 -0.3341
Si -0.0602 -0.0677 -0.2395
Si -0.0721 -0.0408 -0.2864
Si 0.0137 0.0261 -0.2829
Si 0.0143 -0.003 -0.2747
Si -0.0046 -0.0287 -0.3359
Si -0.0316 0.0699 -0.2899
Si 0.035 0.0319 -0.2929
Si 0.0725 0.0128 0.0575
Si 0.0545 0.0342 0.0349
Si 0.0603 0.0391 0.0407
Si -0.0381 0.0138 0.0492
Si -0.0183 0.0106 -0.0172
Si -0.007 -0.0035 0.0804
Si 0.0154 0.041 0.0213
Si 0.024 -0.0292 -0.0142
Si -0.0432 -0.024 -0.0027
Si -0.0708 0.0393 -0.022
Si -0.0489 -0.0081 0.0059
Si 0.0653 0.08 0.0053
Si 0.0224 -0.0363 -0.0458
Si -0.02 -0.0717 -0.0039
Si -0.0091 0.0186 -0.0432
Si -0.0151 -0.0626 -0.0124
Si -0.093 -0.0991 0.0562
Si 0.0623 0.0349 0.0534
Si -0.1061 0.017 -0.0844
As -0.0046 -0.009 -0.1376
Si 0.0004 0.1148 0.0727
Si -0.0333 0.0194 0.093
Si 0.1142 0.1044 -0.2076
Si -0.0154 0.0103 -0.0686
Si 0.0035 0.0445 0.0628
Si -0.043 0.0635 0.0242
Si 0.0671 -0.1294 0.0197
Si -0.1305 0.0281 -0.1467
Si 0.0019 0.0418 0.014
Si 0.0576 -0.1061 -0.1111
Si 0.0376 -0.0622 0.0509
Si 0.05 -0.1003 -0.0013
Si -0.0308 -0.0033 -0.0042
Si -0.0246 0.0015 0.0094
Si 0.0032 0.0389 0.0426
Si 0.006 -0.0055 0.0263
Si -0.0066 0.0193 0.0042
Si 0.0037 0.0252 0.0263
Si -0.0146 -0.0174 -0.0067
Si 0.0142 0.0093 0.0222
Si 0.0307 0.018 0.0048
Si 0.0423 -0.01 0.0165
Si 0.02 -0.0381 0.0132
Si 0.0046 -0.0434 0.0093
Si -0.021 0.0213 0.0175
Si 0.01 0.0073 -0.0439
Si 0.0286 -0.0122 0.0262
Si -0.0245 0.0076 0.0206
Si -0.0098 0.0041 0.0317
Si 0.0765 -0.0192 -0.027
Si -0.0654 0.0224 0.0079
Si -0.074 0.0422 -0.0283
Si 0.021 0.0404 -0.0264
Si 0.0414 0.0286 0.033
Si -0.0713 0.0028 -0.0057
Si -0.0961 0.0076 -0.0022
Si -0.0169 -0.009 -0.0794
Si 0.0108 0.0218 -0.0647
Si 0.0956 -0.0269 0.0313
Si -0.076 -0.0392 0.1977
Si -0.0446 -0.0237 -0.1095
Si 0.0363 -0.0408 0.0072
Si 0.0498 -0.0057 0.0503
Si -0.0226 -0.1437 0.0643
Si 0.0422 0.0258 0.0446
Si 0.0562 0.0514 -0.0226
Si -0.0165 -0.0202 -0.0169
Si 0.0154 -0.0101 0.0048
Si 0.0594 0.0384 0.0362
Si 0.0355 0.0689 -0.027
Si -0.0053 -0.0372 0.008
Si 0.0125 0.0211 0.0397
Si -0.0406 -0.0236 -0.0285
Si -0.0068 0.0088 -0.0357
Si -0.0229 -0.0132 -0.0154
Si 0.0041 0.0023 -0.0388
Si -0.0145 -0.0092 -0.0373
Si 0.007 0.0086 -0.0451
Si -0.011 -0.0148 -0.0144
Si -0.0042 -0.0155 -0.0313
Si -0.0146 0.0106 0.2596
Si -0.0275 0.0022 0.2217
Si 0.0323 0.0162 0.2603
Si 0.0122 -0.0353 0.228
Si -0.0236 0.0139 0.27
Si -0.0316 -0.0022 0.2385
Si 0.0474 0.0149 0.2835
Si 0.0256 -0.0168 0.263
O -0.0566 0.0164 0.1863
O 0.0314 -0.0631 0.1647
O -0.029 -0.0529 0.1053
O 0.0475 0.0436 0.0971
O 0.0151 0.0206 -0.1148
O -0.0118 0.0099 -0.1261
O 0.0122 0.0049 -0.1198
O -0.0122 0.0222 -0.1153
O -0.0909 0.1131 -0.2819
O 0.09 -0.0881 -0.2693
O -0.1283 0.0847 -0.2825
O 0.0919 -0.0901 -0.2375
O -0.0847 0.1078 -0.2662
O 0.0618 -0.1028 -0.2455
O 0.0562 -0.0888 -0.2592
O -0.1214 0.0851 -0.2565
O 0.1283 -0.1078 0.3347
O -0.1093 0.1296 0.3343
O 0.1693 -0.0916 0.3656
O -0.1248 0.1207 0.3276
O -0.1257 0.1309 0.3619
O 0.1068 -0.1116 0.3206
O -0.1105 0.0888 0.3309
O 0.1066 -0.1503 0.3266
Si 0.0123 0.0159 -0.1828
Si -0.0017 -0.0043 0.065
Si 0.0058 -0.0109 0.0247
Si 0.0196 0.0144 -0.1669
Si 0.0471 -0.0044 -0.3143
Si 0.0202 0.0204 0.222
Si -0.01 -0.0018 -0.5472
Si -0.0069 -0.0023 0.0886
Si -0.0038 0.0139 0.0884
Si -0.0431 -0.0045 0.1821
Si -0.0249 0.0228 -0.5409
Si -0.0075 -0.0136 -0.0345
Si 0.0057 0.0532 0.3996
Si -0.0032 -0.0723 -0.3001
Si -0.019 -0.0012 -0.3784
Si 0.012 0.0274 0.4116
Si -0.0091 0.0062 -0.0391
Si 0.014 0.0326 -0.0721
Si 0.0048 -0.0261 -0.3532
Si 0.0688 0.0181 0.4094
Si 0.0048 -0.0045 -0.1703
Si -0.0179 0.0121 -0.2836
Si 0.0032 0.0093 0.2032
Si -0.0128 0.0331 -0.3404
Si -0.002 0.0223 0.2498
Si 0.005 0.0041 0.1242
Si -0.0031 0.0062 -0.1711
Si -0.0253 -0.0801 -0.5656
Si -0.0433 -0.0027 -0.2309
Si 0.0732 0.0278 0.3879
Si 0.0052 0.0275 0.0781
Si 0.0064 -0.0227 -0.0526
Si -0.0034 0.0418 0.253
Si 0.0353 0.0116 0.2329
Si -0.0127 0.0207 -0.0305
Si 0.0023 -0.036 -0.3411
Si 0.0076 -0.0368 -0.5075
Si -0.0015 -0.0097 -0.1923
O -0.0091 0.001 -0.0253
O -0.0322 0.0601 0.1032
O -0.0099 -0.0258 0.0536
O -0.0321 -0.0032 0.053
O -0.0044 0.0041 -0.0128
O -0.0286 -0.0377 0.094
O 0.0057 -0.0023 -0.0124
O -0.0227 -0.0243 0.0886
O -0.0646 -0.0124 0.1332
O 0.005 -0.0842 0.1299
O 0.0717 -0.015 -0.1503
O 0.0218 0.018 -0.0936
O 0.0257 -0.016 0.0518
O -0.0676 -0.0086 -0.171
O 0.0839 0.0827 0.2325
O -0.0023 0.0009 -0.0059
O -0.0026 -0.0097 0.1029
O 0.0025 0.0382 0.0822
O 0.0059 -0.0389 -0.065
O 0.0189 -0.0254 -0.0521
O 0.0094 -0.0758 0.2457
O -0.0221 0.0145 0.0931
O 0.0002 -0.0027 0.0212
O 0.0004 0.0294 0.1176
O -0.0177 -0.017 0.0947
O -0.0087 -0.0078 0.0243
O 0.0489 -0.0447 0.1405
O -0.0618 -0.0361 -0.2054
O 0.0224 0.0561 0.1583
O -0.0023 0.0179 -0.0631
O 0.0394 0.0898 0.2961
O 0.0021 0.0149 -0.2104
O -0.0233 -0.0935 0.3007
O 0.0022 0.0415 -0.0782
O -0.0059 0.0028 -0.0573
O 0.0091 0.0025 -0.0261
O -0.0012 -0.0029 0.0015
O 0.0098 -0.0345 -0.0638
O 0.0169 -0.0344 0.089
O -0.0042 0.0866 0.1867
O -0.0007 -0.0159 -0.0434
O -0.0195 -0.0146 -0.0684
O 0.0278 0.0658 0.2928
O -0.068 -0.0376 -0.205
O 0.0035 0.04 -0.074
O -0.0591 0.0133 0.1214
O 0.06 0.0189 -0.2215
O 0.0035 0.0096 0.0048
O 0.003 0.0041 -0.0163
O 0.0086 -0.0329 0.204
O 0.009 0.0364 -0.0655
O -0.0152 0.011 0.109
O -0.0008 -0.0523 -0.1012
O -0.0064 0.0036 0.0527
O -0.0298 0.0104 0.0525
O -0.0689 -0.0022 -0.153
O 0.0105 0.0168 -0.0384
O 0.0065 0.0053 -0.0215
O -0.086 0.0373 0.2882
O -0.0036 0.0332 0.062
O 0.0265 0.0027 0.0587
O 0.0002 -0.097 0.1976
O 0.0972 -0.0075 0.2022
O -0.0154 -0.0525 -0.0992
O 0.0024 -0.0017 0.0076
O 0.0768 -0.0036 -0.1652
O 0.0413 0.0123 0.0805
O 0.0289 -0.0039 0.0566

The program warned: the cutoff lies below the one the program advises for these potential files; the exchange-correlation potential is rough where the density is thin.
